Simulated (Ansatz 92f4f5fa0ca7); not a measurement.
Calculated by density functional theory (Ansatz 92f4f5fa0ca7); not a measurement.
Periodic cell of 225 atoms, Si132O91B2, from a study of silicon, its oxide and their interface. The atomic structure is a simulated model.

Settings
functional: PBE
potential files: Ansatz PAW
basis: plane waves
wave-function cutoff: 700 eV
density cutoff ratio: 5
exchange-correlation grid ratio: 1
k mesh: 2 x 2 x 1, shifted by 0.5 0.5 0.5 of a step
self-consistency stop: 5e-08 eV per atom in the density residual
occupations: fixed
spin: none
net charge: 0

Cell vectors (angstrom)
a, 10.938, 0, 0
b, 0, 10.938, 0
c, 0, 0, 31.9494

Atoms and the computed forces on them: element, x, y, z (angstrom), force x, y, z (eV/angstrom)
Si, 10.6724, -0.0201, 24.414, -0.0024, 0.0053, -0.0229
Si, 5.1179, 0.1018, 24.6498, -0.0243, -0.0122, -0.0151
Si, 2.8673, 2.2744, 24.5408, 0.008, -0.0064, -0.0232
Si, 8.6139, 2.4118, 24.5733, 0.0173, 0.0113, -0.0119
Si, 10.752, 5.5639, 24.3256, -0.015, -0.0162, -0.0234
Si, 5.2034, 5.5895, 24.4481, -0.0002, -0.0025, -0.0218
Si, 3.0331, 7.927, 24.4144, 0.0228, 0.0091, -0.0262
Si, 8.4613, 7.8069, 24.4208, 0.0061, 0.0022, -0.0316
Si, 1.3294, 1.1156, 25.842, -0.0214, -0.0061, -0.0117
Si, 6.8483, 1.3075, 25.7389, 0.0046, -0.01, 0.0025
Si, 4.0246, 3.9952, 25.737, 0.01, -0.0012, -0.0105
Si, 9.725, 4.0088, 25.8521, 0.0139, 0.0228, -0.0079
Si, 1.3732, 6.7732, 25.6695, 0.0038, -0.01, 0.0207
Si, 6.8422, 6.7032, 25.7527, 0.0055, 0.0207, 0.019
Si, 4.041, 9.4515, 25.9517, -0.0322, 0.0023, -0.0248
Si, 9.5198, 9.4252, 25.7984, 0.0154, 0.0054, 0.0033
Si, 2.6692, -0.1511, 27.2871, -0.0041, 0.016, 0.0045
Si, 8.1685, -0.0861, 27.1452, -0.0001, -0.0035, -0.0065
Si, 0.1072, 2.6398, 27.2106, -0.0058, 0.0059, -0.0029
Si, 5.4826, 2.7014, 27.116, 0.0065, -0.0002, -0.0047
Si, 2.696, 5.3984, 27.113, 0.0031, -0.0062, -0.0004
Si, 8.2219, 5.3503, 27.1385, 0.0015, 0.0192, -0.0134
Si, 0.0385, 8.1329, 27.1296, 0.0155, -0.0047, -0.0045
Si, 5.5421, 8.1242, 27.1802, 0.0067, -0.0134, -0.0129
Si, 4.1044, 1.3188, 28.5015, 0.0021, 0.015, -0.022
Si, 9.5584, 1.3175, 28.5013, -0.0093, -0.0071, -0.0123
Si, 1.4055, 4.0568, 28.5677, -0.0038, 0.0006, -0.0233
Si, 6.8296, 4.0494, 28.5299, -0.0105, -0.0052, -0.0173
Si, 4.1018, 6.7717, 28.4892, -0.0128, -0.0054, -0.0069
Si, 9.5755, 6.7737, 28.4862, -0.0013, 0.0068, -0.0014
Si, 1.3113, 9.4714, 28.6202, -0.014, -0.0133, -0.0199
Si, 6.8444, 9.5235, 28.5651, -0.0068, 0.0031, -0.0162
Si, -0.019, -0.0119, 29.9126, -0.0057, 0.0035, -0.0026
Si, 5.4755, -0.0156, 29.8974, -0.0036, 0.0045, 0.0016
Si, 2.7766, 2.7037, 29.9061, 0.0155, -0.0079, 0.0008
Si, 8.2125, 2.707, 29.8888, 0.0093, -0.0121, 0.0066
Si, 0.0088, 5.4459, 29.8921, -0.0044, 0.0071, -0.0012
Si, 5.4746, 5.4457, 29.8893, 0.0003, 0.0012, 0.0045
Si, 2.7618, 8.1542, 29.9061, 0.012, -0.0158, -0.0027
Si, 8.238, 8.1677, 29.8918, 0.0154, -0.0105, -0.0004
Si, 1.3673, 1.3673, 31.2657, 0.0878, -0.029, -0.0589
Si, 6.8362, 1.3673, 31.2657, 0.0895, -0.0511, -0.0135
Si, 4.1018, 4.1018, 31.2657, 0.1121, -0.1034, 0.0858
Si, 9.5708, 4.1018, 31.2657, -0.0372, -0.1406, -0.0717
Si, 1.3673, 6.8362, 31.2657, 0.0618, -0.1948, 0.0477
Si, 6.8362, 6.8362, 31.2657, 0.0847, -0.0506, -0.1079
Si, 4.1018, 9.5708, 31.2657, 0.0099, -0.1099, -0.0234
Si, 9.5708, 9.5708, 31.2657, -0.1191, -0.1604, 0.1402
Si, 2.7345, 0, 0.6835, -0.0734, 0.108, 0.0132
Si, 8.2035, 0, 0.6835, -0.1152, 0.0766, -0.105
Si, 0, 2.7345, 0.6835, 0.0323, 0.154, 0.004
Si, 5.469, 2.7345, 0.6835, -0.0242, 0.119, 0.1004
Si, 2.7345, 5.469, 0.6835, -0.0771, 0.0079, -0.0507
Si, 8.2035, 5.469, 0.6835, -0.0351, 0.0922, -0.039
Si, 0, 8.2035, 0.6835, 0.0131, 0.1521, 0.0854
Si, 5.469, 8.2035, 0.6835, -0.0425, 0.136, -0.0078
Si, 4.08, 1.3946, 2.0627, 0.0038, -0.0075, 0.0038
Si, 9.5804, 1.3649, 2.0379, 0, -0.0048, -0.0107
Si, 1.3442, 4.145, 2.0577, -0.0057, 0.011, -0.0004
Si, 6.8185, 4.1411, 2.0491, -0.0117, 0.0132, -0.0002
Si, 4.0902, 6.8473, 2.0453, -0.0041, -0.004, -0.0041
Si, 9.5625, 6.8505, 2.0561, 0.0135, -0.0126, 0.0112
Si, 1.3562, 9.6056, 2.0586, -0.0108, 0.0101, -0.0023
Si, 6.7912, 9.6329, 2.0409, -0.0053, 0.0087, 0.0013
Si, 0.0116, 0.0556, 3.4558, 0.0052, 0.0143, 0.0087
Si, 5.4313, 0.0457, 3.462, 0.0016, -0.0204, 0.0202
Si, 2.7175, 2.7995, 3.4152, -0.0073, 0.008, 0.0202
Si, 8.2368, 2.7867, 3.3469, 0.0082, -0.0028, 0.0193
Si, 0.0265, 5.5435, 3.4669, 0.0238, 0.005, 0.0092
Si, 5.464, 5.5293, 3.4416, 0.0028, 0.0035, 0.0135
Si, 2.7415, 8.2461, 3.3946, 0.0116, -0.0066, 0.0117
Si, 8.1878, 8.285, 3.3488, -0.0105, 0.0092, 0.021
Si, 1.3759, 1.4669, 4.8324, 0.0062, -0.0027, -0.0034
Si, 6.8411, 1.5017, 4.7125, -0.002, 0.0061, 0.0061
Si, 4.0449, 4.1923, 4.799, -0.0016, -0.0026, 0.011
Si, 9.5865, 4.1174, 4.7568, 0.0002, -0.0056, 0.0096
Si, 1.364, 7.0054, 4.8403, -0.0184, -0.0029, -0.0038
Si, 6.8144, 7.0029, 4.7426, -0.0056, 0.0071, 0.0058
Si, 4.0447, 9.5847, 4.832, -0.0043, 0.0127, -0.0151
Si, 9.5404, 9.6023, 4.7615, 0.0144, -0.0292, 0.0006
Si, 2.6143, -0.0449, 6.203, -0.0327, -0.0096, 0.0167
Si, 8.2039, 0.1245, 6.0399, -0.0019, -0.0032, 0.0061
Si, 0.0319, 2.8628, 6.2572, -0.0106, 0.0011, -0.0286
Si, 5.4604, 2.8268, 6.1085, 0.016, 0.0135, 0.0185
Si, 2.7659, 5.6657, 6.1952, 0.0212, 0.0055, 0.0095
Si, 8.2431, 5.6178, 5.9583, -0.005, 0.008, 0.0266
Si, 0.013, 8.3985, 6.2706, 0.0077, -0.0167, -0.0133
Si, 5.4834, 8.3161, 6.2575, -0.0148, -0.0137, -0.0185
Si, 4.3429, 1.1284, 7.3458, 0.001, 0.0018, -0.0041
Si, 9.7408, 1.2187, 7.4479, -0.0262, -0.0095, 0.0501
Si, 1.2035, 4.5369, 7.5194, 0.0093, 0.0177, 0.0351
Si, 6.637, 4.5537, 7.2769, 0.0141, 0.0081, -0.0246
Si, 4.3413, 6.7601, 7.6583, -0.0093, -0.0296, 0.0265
Si, 9.7606, 6.6652, 7.4619, -0.0229, -0.0279, -0.0044
B, 0.8219, 10.1606, 7.0385, 0.0507, -0.0093, 0.0091
Si, 6.7042, 9.9617, 7.4539, 0.0044, 0.0299, 0.0534
O, 9.6287, 1.2183, 23.9821, 0.0017, -0.0083, -0.0319
O, 4.148, 6.7772, 23.9443, -0.01, 0.0102, -0.0267
O, 4.0531, 1.2218, 24.0284, -0.0054, -0.0008, -0.029
O, 9.5798, 6.679, 23.8918, 0.0039, 0.0011, -0.0222
O, 0.0001, 5.5989, 7.9886, 0.0015, 0.0022, 0.0366
O, 5.5227, 0.1034, 7.929, 0.0155, -0.0083, 0.033
O, 0.0105, 0.0518, 7.7549, -0.0443, 0.0367, 0.0541
O, 5.5501, 5.6369, 7.9362, 0.0008, 0.0075, 0.0338
O, 7.6614, 3.9922, 8.431, -0.0116, -0.018, 0.0206
O, 8.7735, 7.0856, 8.7324, 0.028, 0.0185, -0.0024
O, 8.9469, 1.6794, 8.8481, 0.0226, 0.019, -0.0197
O, 7.6003, 9.4797, 8.7695, -0.0225, -0.0213, -0.0069
O, 3.5879, 1.8192, 8.621, 0.0158, 0.009, 0.0019
O, 3.6172, 7.2724, 9.0965, 0.0175, -0.0055, -0.0185
O, 2.0858, 4.0257, 8.8392, -0.0133, -0.0142, -0.011
O, 8.1945, 3.4685, 23.3703, -0.0282, -0.0298, -0.0198
O, 0.4998, 4.9097, 22.9408, -0.0163, -0.007, 0.015
O, 1.9493, 2.7246, 23.254, 0.0092, 0.0154, -0.0052
O, 5.8802, 4.8796, 23.1155, 0.0082, 0.0031, 0.0016
O, 5.5621, 9.9768, 23.4748, 0.0309, 0.0278, -0.0159
O, 2.4976, 8.6657, 23.0304, -0.0114, -0.0166, 0.0112
O, 0.244, 10.0476, 23.0791, 0.018, 0.015, 0.005
O, 7.828, 8.547, 23.0796, -0.0069, -0.01, 0.008
Si, 8.7748, 7.6538, 18.4359, -0.0002, -0.001, -0.0027
Si, 9.0007, 6.3072, 13.5983, -0.005, 0.0026, 0.0153
Si, 3.9511, 1.4999, 14.7389, -0.0043, -0.0014, 0.0013
Si, 2.271, 5.7048, 17.6434, 0.0035, 0.0026, -0.0077
Si, 2.5163, 3.0951, 19.4997, 0.007, 0.0069, 0.0048
Si, 10.0528, 8.9751, 12.0053, 0.0078, 0.0001, -0.0081
Si, 1.3922, 9.3944, 22.0808, -0.0026, 0.0059, -0.001
Si, 9.3627, 0.9151, 13.1815, 0.0024, 0.0013, 0
Si, 1.5768, 5.0126, 13.0038, 0.0005, 0.0007, 0.0009
Si, 2.0402, 8.1822, 12.7169, 0.0008, 0.0025, 0.001
Si, 6.7102, 9.5368, 22.4218, -0.0089, 0.0146, 0.0074
Si, 4.676, 4.5444, 15.7509, 0.0006, 0.0044, -0.0009
Si, 8.2949, 3.0213, 9.5501, -0.0065, 0.0046, -0.0085
Si, 0.9495, 8.2064, 19.2615, -0.0042, -0.0029, 0.0004
Si, 7.0369, 1.3195, 21.0915, -0.0032, 0.0006, 0.0086
Si, 8.3452, 8.3443, 9.6813, 0.0035, -0.0022, 0.0028
Si, 11.0513, 5.1456, 15.5978, -0.0002, 0.0036, 0.0009
Si, 7.7129, 9.4555, 16.3028, 0.0005, -0.0047, -0.0034
Si, 10.0179, 2.0172, 20.2891, -0.0032, 0.0012, 0.0015
B, 3.7842, 8.0053, 10.2745, -0.0025, -0.0009, -0.0074
Si, 6.8424, 3.2896, 17.4403, 0, -0.0013, -0.0023
Si, 1.2567, 0.1693, 19.7997, -0.0043, -0.003, 0.0067
Si, 3.3583, 2.7755, 12.3062, -0.0015, -0.0044, -0.0026
Si, 7.3322, 5.3597, 19.6948, 0.0033, -0.0018, 0.0053
Si, 5.9933, 8.5722, 11.6507, -0.0023, 0.0025, -0.0031
Si, 5.9813, 5.9919, 13.2552, -0.0013, 0.002, 0.0016
Si, 4.7672, 9.6593, 17.5881, -0.0078, -0.0004, 0.0067
Si, 1.0834, 3.5718, 22.1723, 0.0065, -0.0056, 0.0054
Si, 5.002, 1.429, 18.8011, 0.002, -0.0005, 0.0021
Si, 3.2217, 3.0922, 9.5407, 0.0089, -0.0055, -0.0038
Si, 6.6163, 10.7993, 13.7839, -0.0004, 0.0001, -0.0026
Si, 10.5076, 0.071, 15.9629, 0.0059, 0.0092, -0.002
Si, 5.7535, 3.6249, 11.1422, -0.0004, -0.0031, -0.0039
Si, 10.0079, 3.8394, 11.8639, 0.0031, 0.0014, -0.0102
Si, 2.4995, 9.8608, 15.4926, 0.004, -0.0023, -0.0049
Si, 6.1893, 8.0885, 19.7835, -0.0077, 0.001, 0.0062
Si, 7.0007, 3.955, 22.3788, 0.0004, -0.0097, 0.0071
Si, 9.8987, 2.7223, 17.3601, 0.0018, 0, 0.0014
O, 7.417, 6.3083, 13.9703, -0.0067, -0.0049, -0.0152
O, 1.9998, 7.0187, 18.6868, -0.0117, 0.0053, 0.0056
O, 10.4447, 3.9651, 16.4999, 0.007, 0.0008, -0.0007
O, 6.305, 9.922, 17.0286, -0.0003, -0.005, 0.0045
O, 10.3109, 0.7123, 14.4814, -0.0156, -0.0098, 0.0043
O, 8.5613, 6.0749, 18.8633, -0.026, 0.0183, 0.0086
O, 5.3488, 0.6823, 14.4276, -0.0041, -0.0049, -0.0048
O, 5.862, 2.0003, 17.548, 0.0016, 0.0093, 0.0276
O, 8.4299, 1.8965, 20.5228, -0.0014, -0.0005, 0.0059
O, 2.108, 4.2573, 18.4132, -0.0005, 0.0013, 0.0097
O, 7.0579, 2.7862, 10.6095, -0.002, 0.0204, 0.0016
O, 4.9891, 2.6424, 12.1936, -0.0114, 0.0283, -0.0238
O, 6.1752, 4.3424, 16.3898, -0.0165, -0.0177, 0.0089
O, 4.6185, 3.9015, 9.9543, -0.0138, -0.0279, 0.021
O, 10.7577, 2.7381, 21.5535, 0.0099, 0.0012, -0.0144
O, 9.9057, 6.1171, 14.9537, 0.0028, -0.0199, -0.0186
O, 6.118, 6.4515, 19.8258, 0.0337, 0.0087, -0.0065
O, 4.2018, 0.1205, 18.244, 0.0227, -0.0231, -0.0027
O, 9.4952, 10.4784, 12.3091, 0.0122, 0.0065, 0.0175
O, 3.0204, 4.3264, 12.7204, -0.0139, -0.0195, -0.0037
O, 1.9884, 10.6699, 21.2149, -0.0321, -0.0191, -0.0126
O, 4.0933, 2.6682, 19.3773, 0.008, -0.0034, -0.0085
O, 0.8851, 9.9896, 15.9138, -0.0104, 0.0009, -0.0035
O, 1.3802, 9.7645, 18.8318, -0.0014, -0.0053, 0.0267
O, 1.8132, 1.6188, 19.2713, -0.0038, 0.0013, -0.0024
O, 9.0975, 10.3297, 16.4726, 0.0016, 0.0042, -0.0176
O, 5.0001, 8.5369, 18.7555, 0.0066, 0.0138, 0.0041
O, 9.7387, 8.795, 10.4082, -0.0133, -0.0067, 0.0168
O, 6.8904, 4.0284, 18.8877, 0.0029, 0.0031, -0.0165
O, 2.9822, 1.6852, 13.4244, 0.0141, 0.0208, -0.0068
O, 5.919, 8.7552, 21.2359, 0.0231, -0.0028, -0.0099
O, 2.6026, 2.442, 10.9084, 0.0349, 0.0242, 0.0087
O, 7.7075, 4.8418, 21.1971, -0.0195, -0.0016, -0.0004
O, 5.4314, 7.4331, 12.6905, 0.0272, -0.0033, -0.0123
O, 0.707, 8.9923, 12.279, -0.011, -0.0148, 0.0044
O, 7.7638, 1.0099, 13.5352, 0.0094, -0.0228, 0.0072
O, 7.2629, 9.6, 14.7276, 0.0078, 0.0258, -0.0049
O, 9.1588, 4.9661, 12.6769, 0.0228, -0.0051, 0.0007
O, 8.2155, 7.99, 16.9041, -0.0037, 0.0051, 0.0175
O, 6.2974, 2.5573, 21.8772, 0.0207, 0.0075, -0.0119
O, 2.6226, 9.0234, 14.0424, -0.0143, -0.0041, 0.0076
O, 0.591, 4.437, 11.8316, -0.0028, 0.0031, 0.0191
O, 0.8941, 8.2854, 20.9318, 0.0164, 0.0223, -0.0101
O, 9.5084, 3.782, 10.3179, -0.0168, -0.0162, 0.0185
O, 9.8387, 2.3205, 12.4797, -0.0205, 0.0028, -0.0008
O, 7.7385, 8.5233, 19.3855, -0.0046, -0.0289, -0.0092
O, 2.8654, 8.0112, 11.3032, -0.0098, -0.0001, 0.0041
O, 4.1216, 3.0076, 15.4075, 0.0016, 0.0065, -0.0156
O, 0.992, 4.4473, 14.4165, -0.0042, 0.0246, -0.004
O, 10.1709, 2.9605, 18.9538, -0.0055, -0.0162, -0.009
O, 9.423, 7.7325, 12.8934, 0.0014, -0.0062, -0.0107
O, 10.603, 0.4976, 20.068, 0.013, 0.0182, 0.0019
O, 6.1472, 4.9934, 11.949, -0.0079, -0.0053, 0.0125
O, 8.296, 2.6931, 17.0175, 0.0008, 0.0105, 0.0207
O, 3.6791, 5.4312, 16.7574, -0.0012, -0.007, -0.0115
O, 4.9223, 8.7632, 10.4295, 0.0211, -0.0033, 0.029
O, 1.7013, 6.6322, 13.1385, 0.0048, -0.0009, -0.0026
O, 4.9487, 5.4202, 14.388, 0.0133, -0.0027, -0.0024
O, 2.128, 3.8045, 20.9264, -0.0117, -0.017, -0.0067
O, 10.6953, 1.3457, 16.9707, -0.0121, 0.01, -0.0037
O, 1.0967, 6.0149, 16.5527, 0.0043, -0.0258, -0.0099
O, 7.4188, 10.9333, 21.9578, -0.0122, -0.011, -0.0111
O, 6.0075, 0.8485, 19.9372, 0.0027, 0.0189, -0.0058
O, 6.204, 10.0076, 12.4043, -0.0029, -0.011, 0.0084
O, 3.0153, 0.4774, 15.5829, 0.0081, 0.0049, 0.0011
O, 7.3334, 7.9735, 10.9181, -0.0085, 0.0178, -0.0123
O, 10.3609, 7.969, 18.6729, 0.0084, -0.0002, 0.0128
O, 3.5925, 9.1314, 16.5334, 0.007, 0.0114, 0.0037

Results
free energy: -135996.730 eV
free energy less fixed offsets of B -155.45, O -569.03, Si -635.61 eV per atom: -3.580 eV

The program warned: the cutoff lies below the one the program advises for these potential files; the exchange-correlation potential is rough where the density is thin.
